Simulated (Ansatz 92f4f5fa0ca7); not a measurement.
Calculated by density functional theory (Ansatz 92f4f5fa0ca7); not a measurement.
Periodic cell of 254 atoms, Si144O106N4, from a study of silicon, its oxide and their interface. The atomic structure is a simulated model.

Settings: functional r2SCAN; potential files Ansatz PAW; basis plane waves; wave-function cutoff 800 eV; density cutoff ratio 5; exchange-correlation grid ratio 1; k mesh 1 x 1 x 1, shifted by 0.5 0.5 0 of a step; self-consistency stop 1e-10 eV per atom in the density residual; occupations fixed; spin none; net charge 0.

Cell vectors (angstrom)
a	10.887	0	0
b	0	10.887	0
c	0	0	36.2444

Atoms and the computed forces on them: element, x, y, z (angstrom), force x, y, z (eV/angstrom)
Si	-0.5681	0.5551	0.0263	0.0658	0.0311	0.2203
Si	2.4179	3.157	-0.0404	-0.0841	-0.0268	0.1661
Si	0.0686	5.2685	-0.0773	0.0407	-0.0229	0.2222
Si	2.6852	8.0827	0.1518	-0.0348	0.0501	0.1206
Si	5.6745	-0.1563	0.0087	0.0135	-0.0438	0.1837
Si	8.1438	2.7041	0.4115	0.0091	-0.0111	0.179
Si	5.9289	4.8675	0.015	0.0647	0.0397	0.227
Si	7.9546	8.5761	-0.0065	-0.0508	-0.0328	0.1892
Si	1.2444	1.5287	1.2473	0.0465	-0.0312	-0.0041
Si	4.0988	4.0896	1.3454	0.0176	0.0251	0.0381
Si	1.2648	6.7488	1.3821	0.0073	0.0324	0.0162
Si	4.0438	9.5925	1.3116	-0.0449	0.0015	-0.0072
Si	6.7211	1.292	1.5483	0.034	0.0288	0.0042
Si	9.5688	4.1618	1.4877	-0.0186	-0.0525	-0.005
Si	6.8509	6.7872	1.1673	-0.0313	0.0297	-0.0118
Si	9.4282	9.7114	1.3953	-0.0101	-0.0228	0.0161
Si	0.0261	2.7821	2.8086	-0.0473	0.0301	0.0513
Si	2.6443	0.1001	2.6091	-0.0129	-0.0052	0.0174
Si	-0.0602	8.2401	2.6567	0.0045	0.0074	0.0176
Si	2.7359	5.4592	2.7292	-0.0248	0.0076	0.0343
Si	5.3333	2.7013	2.7844	0.02	-0.0441	0.0096
Si	8.1176	0.0122	2.8965	-0.0141	0.0145	0.0481
Si	5.4276	8.1313	2.6077	0.0231	0.0149	0.0155
Si	8.1627	5.5625	2.7141	0.0161	-0.042	0.0271
Si	1.4085	4.1088	4.1366	0.012	-0.0103	-0.0117
Si	3.991	1.3494	4.1089	0.0288	-0.0007	0.0005
Si	1.3362	9.5788	4.0072	-0.0129	0.0084	-0.0097
Si	4.0887	6.8376	4.0601	-0.0146	-0.001	-0.0162
Si	6.7842	4.1203	4.0326	-0.0193	0.0169	-0.0371
Si	9.5269	1.4089	4.1459	-0.0158	-0.026	-0.0086
Si	6.7487	9.4536	4.1008	0.0141	0.0484	-0.0271
Si	9.5095	6.8878	4.0904	0.0019	-0.0283	-0.0098
Si	-0.0017	0.0108	5.4566	-0.0235	0.028	0.003
Si	2.7141	2.7223	5.5051	0.013	-0.0083	0.0226
Si	0.0039	5.4952	5.4236	-0.0076	0.0226	0.0006
Si	2.706	8.2091	5.3838	0.0036	0.0023	0.0105
Si	5.3922	-0.03	5.4256	0.0053	-0.0155	0.0078
Si	8.1424	2.7768	5.4399	-0.0083	-0.008	0.0078
Si	5.4391	5.4494	5.4311	0.0197	-0.0207	-0.0046
Si	8.1384	8.1706	5.4897	-0.0313	0.0101	0.0056
Si	1.3561	1.3544	6.8389	0.0204	0.0121	0.0074
Si	4.1107	4.0773	6.8242	-0.0129	-0.0096	0.0083
Si	1.3722	6.8409	6.7792	0.0078	-0.0041	-0.0039
Si	4.0467	9.5201	6.8046	0.0205	0.0023	-0.0192
Si	6.7871	1.3572	6.7593	-0.0054	-0.009	0.0158
Si	9.5411	4.1097	6.7874	-0.0114	0.0007	0.0097
Si	6.8026	6.776	6.8237	0.0099	0.0188	-0.003
Si	9.5154	9.5377	6.8221	-0.0236	-0.0224	0.014
Si	0.0106	2.745	8.167	0.0018	-0.0161	-0.0026
Si	2.715	-0.0124	8.1916	-0.0185	-0.0089	0.0006
Si	0.0235	8.1869	8.1656	0.0051	-0.0072	-0.004
Si	2.7158	5.4417	8.1414	0.0117	0.0068	0.0068
Si	5.4614	2.6836	8.1759	0.0129	0.0047	-0.0114
Si	8.1447	0.0218	8.1602	-0.0071	0.0289	-0.0117
Si	5.3935	8.123	8.141	-0.0035	0.0052	-0.0009
Si	8.2104	5.4475	8.1731	-0.0132	-0.0101	-0.0064
Si	1.4003	4.0773	9.5485	0.0185	-0.0018	-0.0053
Si	4.0787	1.3294	9.5527	0.008	0.0063	0.0036
Si	1.3592	9.5345	9.5734	-0.0037	0.0306	-0.0004
Si	4.0282	6.7859	9.5387	0.0058	-0.0136	-0.0268
Si	6.8598	4.0534	9.4905	0.0135	-0.0226	0.0113
Si	9.57	1.356	9.5117	-0.0417	0.0017	0.0181
Si	6.7536	9.4937	9.4572	-0.0035	-0.0422	0.01
Si	9.6273	6.7733	9.5306	-0.0034	0.0395	-0.0051
Si	0.0412	0.0428	10.9502	-0.0182	-0.02	0.0433
Si	2.7305	2.6928	10.937	0.027	0.0006	0.0042
Si	0.1351	5.4565	10.978	0.0098	0.0206	0.0225
Si	2.6451	8.1168	10.9471	-0.0264	-0.0445	-0.0002
Si	5.3684	-0.1214	10.8855	0.0275	0.0612	0.0195
Si	8.2688	2.7425	10.8564	-0.0482	0.0188	-0.0109
Si	5.4275	5.3759	10.7921	0.0182	0.0494	0.0016
Si	8.199	8.1656	10.7364	0.015	-0.0403	0.0118
Si	1.399	1.3979	12.4228	-0.0049	-0.0112	0.0024
Si	4.1467	4.0337	12.248	0.0008	-0.0418	-0.0873
Si	1.4193	6.806	12.5184	0.0025	0.069	-0.042
Si	3.9261	9.438	12.349	-0.031	-0.0782	0.0569
Si	6.8619	1.2778	12.0028	0.0115	-0.0046	-0.0559
Si	9.6874	4.0632	12.2827	-0.0346	0.0177	-0.0098
Si	6.8508	6.7525	11.9968	-0.0087	0.0488	-0.0671
Si	9.5165	9.4826	12.1556	-0.0099	0.0395	-0.0605
Si	0.1329	2.8534	13.8743	-0.0131	0.0399	0.0187
Si	2.491	-0.141	13.8827	-0.0124	0.0043	-0.0333
Si	-0.2827	8.1359	13.7328	0.0477	0.0057	-0.0031
Si	3.0527	5.4392	13.8071	0.0176	-0.0348	-0.0308
Si	5.5085	2.4932	13.3805	0.003	0.0099	-0.0042
Si	8.2059	0.0411	13.4181	0.0583	-0.0237	0.0005
Si	5.5306	8.0491	13.4018	0.0358	0.0337	-0.032
Si	8.1748	5.4215	13.3993	-0.0567	-0.1072	-0.0911
Si	1.5161	4.4573	15.2508	-0.0337	-0.011	-0.2519
Si	4.4085	0.9296	14.7457	-0.0367	-0.0562	-0.1166
Si	0.4634	9.7417	15.2904	0.0439	0.0239	-0.171
Si	5.0667	6.293	14.9434	-0.0009	0.0074	-0.1157
Si	7.0295	3.7856	14.5871	-0.0676	-0.0456	-0.1215
Si	9.4051	1.4194	14.894	0.0039	0.1012	-0.0748
Si	6.7946	9.5422	14.6419	-0.0104	0.03	0.0186
Si	8.8132	7.0535	14.9747	-0.0113	0.0538	-0.1794
Si	9.4505	-9.1713	26.912	-0.0247	-0.0187	0.0639
Si	10.4832	-4.4691	28.4984	-0.0116	0.0509	0.2691
Si	3.2385	2.0407	28.544	0.067	-0.031	0.2252
Si	-8.8967	18.8688	27.2757	0.0336	-0.0173	0.1545
Si	12.2313	-3.7886	16.8482	-0.0411	-0.0138	-0.3268
Si	7.9017	13.5017	17.1999	0.0261	-0.0657	-0.237
Si	4.7321	7.7402	28.5612	0.0441	-0.0359	0.2311
Si	18.1722	-6.9389	26.2573	-0.0426	0.0152	0.0801
Si	3.2006	13.54	17.1735	0.032	-0.0257	-0.2984
Si	4.4242	7.0394	17.7178	-0.0283	-0.0373	-0.3127
Si	28.4674	4.5428	21.6061	-0.0797	0.0162	-0.2813
Si	24.8201	-0.0404	21.5216	0.0805	-0.0443	-0.3116
Si	6.0524	0.3741	17.0052	0.0266	0.0013	-0.3052
Si	13.3204	-4.9527	20.6164	-0.0535	-0.0544	-0.2709
Si	22.0845	4.8923	24.6922	0.0014	0.0038	-0.0322
Si	-3.0809	-2.0458	24.4319	-0.0298	-0.068	-0.1109
Si	17.1234	-33.9836	30.658	-0.0399	-0.0475	0.2619
Si	16.0557	16.3008	30.3172	-0.0643	0.1193	0.302
Si	2.8863	6.4075	24.7009	0.0002	0.0577	-0.0567
Si	8.6048	19.1124	19.3531	0.0449	-0.0088	-0.29
Si	28.3857	-3.7194	32.4677	-0.0111	-0.0324	0.2951
Si	11.482	1.3308	22.2578	0.066	-0.0166	-0.2248
Si	26.4051	4.4059	19.2988	-0.0531	-0.0027	-0.3034
Si	3.8334	7.8757	22.3986	-0.0578	0.0476	-0.2404
Si	-1.3905	-10.269	24.1917	0.0246	0.0191	-0.0593
Si	2.8972	1.6175	23.9475	0.0082	-0.0568	-0.1223
Si	-11.0577	17.2063	19.5071	-0.0075	0.0102	-0.2971
Si	7.3514	-10.5664	28.4887	-0.0566	-0.0417	0.2012
Si	12.88	-1.7459	31.5849	-0.028	-0.0097	0.237
Si	3.4518	11.2397	18.7784	0.0649	0.0798	-0.3389
Si	-5.2305	9.5245	26.3734	0.0229	-0.0439	0.1156
Si	9.3585	3.1293	22.6733	-0.0197	0.0433	-0.1969
Si	-6.5091	6.4261	34.3219	0.0353	-0.0247	0.2349
Si	4.942	4.0614	24.2553	0.0477	0.0224	-0.1351
Si	-1.8766	-0.128	17.4483	0.0385	0.124	-0.2452
Si	14.7463	-10.2896	31.2105	-0.0773	-0.0853	0.3296
Si	0.0389	7.1304	31.3009	0.0884	0.0794	0.3082
Si	-19.0188	-15.4733	31.9459	0.0059	0.0547	0.2777
Si	-1.6253	-3.9491	33.9662	0.025	0.0094	0.3096
Si	-1.9406	6.4824	26.0486	0.0112	-0.0183	0.1062
Si	27.7195	-7.8084	28.7069	-0.0906	0.0083	0.1699
Si	12.2543	-0.8355	34.4984	-0.0172	0.0056	0.2242
Si	8.5844	-5.2688	17.8094	-0.0103	0.0306	-0.2388
Si	11.6444	-7.2315	27.5206	0.0453	0.0504	0.0874
Si	14.1561	-13.1254	19.6768	0.0076	-0.0254	-0.2297
Si	3.697	-20.6082	34.3124	-0.0044	0.0105	0.3337
Si	6.9558	-3.2362	21.7446	0.0098	0.0189	-0.3083
Si	13.6846	-0.1463	26.4559	0.0133	0.0448	0.097
O	-5.8165	6.2044	28.9093	0.0014	0.0264	-0.1438
O	-0.0121	-0.0959	34.8764	0.0045	-0.0005	-0.125
O	5.3513	-3.5	33.4657	0.0761	0.0361	-0.1548
O	10.2318	4.1622	23.5987	0.0151	0.0162	0.0596
O	15.0408	5.3928	24.7448	0.0129	-0.0106	0.047
O	-12.6575	-4.3771	27.6539	-0.0433	0.0043	-0.0863
O	3.8231	7.2264	35.597	0.054	-0.0779	-0.0847
O	8.8135	-21.1445	27.915	0.0727	0.0127	-0.0506
O	3.7006	-9.6828	32.7065	0.0286	-0.0034	-0.2773
O	6.7763	-1.2678	35.7332	0.0022	-0.0046	-0.0739
O	10.0934	-5.041	34.8703	-0.0858	0.0419	-0.1719
O	5.4766	-2.7505	27.1891	0.0415	0.0312	-0.1175
O	3.1431	8.0029	28.4201	-0.0656	0.0187	-0.0828
O	-2.9233	7.0224	18.4167	-0.0118	0.0671	0.0902
O	3.1207	-4.9926	33.4659	-0.061	-0.0142	-0.164
O	2.0903	14.5549	16.5801	0.0277	-0.0173	0.1504
O	1.0739	8.6369	16.363	0.0065	-0.092	0.0785
O	4.9873	5.7685	18.5226	0.0328	-0.0516	0.152
O	3.2281	17.316	21.9175	0.0577	0.0341	0.1517
O	2.6227	10.9849	34.8664	0.01	0.0022	-0.0506
O	3.2253	4.6362	20.0923	-0.0784	0.0091	0.1302
O	4.8345	10.9529	18.0065	-0.0942	-0.0249	0.1496
O	22.6086	5.6556	20.5992	0.0364	-0.0383	0.1101
O	4.5842	8.279	18.7624	0.0029	0.068	0.1362
O	7.7967	15.0605	17.712	0.0047	0.0715	0.1305
O	6.7325	-9.1743	29.0345	0.0231	-0.0016	-0.0434
O	34.777	-7.7355	28.2276	-0.0589	0.0426	-0.0733
O	2.5299	1.4538	18.0391	-0.0398	-0.0718	0.1517
N	5.6298	10.7343	15.4222	-0.0561	-0.0311	0.0112
O	8.5103	-11.5133	24.2502	-0.0012	0.0142	0.0254
O	24.3491	20.7529	18.8652	-0.0107	-0.023	0.0956
O	14.7368	11.599	20.3126	-0.0267	-0.0103	0.2396
O	5.2514	-13.1222	29.7757	-0.0506	-0.023	-0.1348
O	-3.4509	-0.47	17.1309	0.0683	-0.0458	0.0643
N	10.084	-0.008	16.0184	-0.1357	-0.0422	0.1481
O	-4.9048	15.8234	15.2928	-0.0705	0.0138	0.1035
O	21.2326	-4.7935	25.3573	0.0143	0.011	-0.0174
O	13.9107	7.9073	31.8212	0.0306	0.0027	-0.091
O	1.4946	0.4308	21.2644	-0.0788	0.0507	0.1029
O	3.5339	0.4616	22.9758	0.0186	0.0569	0.1499
O	0.8998	5.9031	15.8059	-0.0141	0.0328	0.1844
O	7.808	8.3367	15.3161	0.0115	-0.0501	0.0932
O	29.2442	-13.2188	20.4775	-0.0876	-0.0071	0.1925
O	-5.4621	-13.88	22.1787	-0.0074	0.0024	0.0989
O	13.2811	0.9241	25.3156	-0.0277	-0.0071	0.026
O	14.8612	1.9633	15.9473	0.0181	0.043	0.1425
O	9.8542	7.5308	20.1506	0.009	0.005	0.1128
O	10.564	13.3764	27.7613	-0.017	-0.0217	0.0003
O	17.3261	1.9224	17.3361	-0.0041	0.042	0.0924
O	18.9967	3.7831	21.8724	0.0788	-0.0422	0.0907
O	-1.8547	6.1191	16.3215	0.0106	-0.0324	0.1857
O	-1.1444	-5.6973	18.8752	0.0282	-0.0207	0.0948
O	13.6438	-0.5416	30.8717	0.0374	0.0487	-0.1156
O	6.2241	6.1135	31.3138	-0.0229	-0.0714	-0.1694
O	-6.6064	14.2175	18.1559	0.0673	0.0673	0.2064
N	19.1173	2.686	15.5125	0.0007	0.0046	0.0846
N	14.1886	-1.7431	21.3388	0.0432	0.0128	0.1403
O	19.8162	12.381	17.8816	0.0686	-0.0301	0.1031
O	30.5256	-8.9457	23.6037	-0.0212	-0.029	0.0599
O	-5.2007	-17.3969	22.8532	-0.0567	-0.0191	0.1479
O	8.383	2.7669	26.2943	0.0089	0.0069	-0.0383
O	13.3956	-3.6467	19.6666	-0.0112	-0.0093	0.097
O	14.5754	-5.4444	30.9673	0.0901	-0.0718	-0.163
O	-1.6569	20.4386	18.5598	0.0219	-0.1293	0.1669
O	-19.3317	6.8765	26.1815	0.007	-0.0432	-0.0283
O	7.8395	-4.3857	33.3059	-0.0706	-0.0046	-0.1175
O	21.2933	2.3863	21.6453	-0.0216	0.005	0.0676
O	18.7474	5.3446	25.6909	-0.0054	0.0067	-0.0369
O	2.9104	6.8708	17.1334	0.105	0.0138	0.1268
O	-2.3555	-13.8292	25.5516	0.0128	0.0428	0.0166
O	5.8633	-6.8664	20.2855	0.1276	-0.0151	0.1848
O	22.2655	-14.832	18.1784	-0.0642	-0.0186	0.2447
O	11.1963	4.9894	28.2987	0.0104	-0.0636	-0.0642
O	12.7071	-1.4294	26.6134	-0.036	0.0181	-0.0619
O	4.2479	-11.577	26.0492	0.0065	0.0052	-0.0344
O	6.4906	-11.1995	27.2751	-0.022	0.005	-0.0885
O	1.5782	-2.1875	35.3509	-0.0478	0.0295	-0.0707
O	1.2662	4.2316	35.6849	0.0329	0.01	-0.0658
O	-4.8327	3.5715	25.306	0.0129	-0.0352	0.0155
O	-0.8314	-4.2797	30.0562	-0.0339	-0.0598	-0.2222
O	-3.0549	-13.7415	23.0403	0.042	0.0375	0.1429
O	5.334	-0.0808	31.193	0.0647	-0.0121	-0.0988
O	1.3749	9.7149	32.9515	0.0135	-0.0341	-0.203
O	14.4454	-9.1307	30.1207	-0.006	0.0835	-0.1849
O	16.1207	7.1742	16.3314	-0.0245	0.0324	0.1474
O	-0.7407	-3.5035	32.6915	0.0641	0.0117	-0.2189
O	12.5095	16.489	24.0419	-0.0178	-0.027	0.0197
O	-7.5533	7.8048	23.9394	-0.0083	-0.0204	0.1416
O	6.7872	4.0905	27.7818	0.067	0.0309	-0.091
O	7.0872	-7.1457	35.8941	-0.0714	0.0355	-0.0754
O	-0.1777	0.2591	23.1919	-0.0432	-0.0403	0.075
O	11.7151	-17.8523	25.9075	0.0083	-0.0115	-0.0394
O	7.1011	6.0896	21.3627	0.0014	-0.006	0.072
O	10.091	0.9354	25.6565	0.0192	-0.0122	0.0106
O	16.0009	0.69	34.9569	-0.0455	0.0626	-0.1437
O	6.9041	-2.2539	31.8154	-0.004	0.0971	-0.1352
O	22.4984	-2.3654	30.8061	-0.0602	-0.0179	-0.1134
O	3.9241	2.8218	24.1377	0.0014	0.0071	0.0495
O	18.3009	10.1728	29.7306	0.0598	0.0605	-0.1361
O	17.2034	-12.6109	24.9543	-0.0004	0.0233	-0.0203
O	11.4933	-14.207	27.9796	0.0274	0.0204	-0.0718
O	12.0907	-4.8522	31.6162	-0.0657	-0.0278	-0.1079
O	3.205	-8.2876	34.8769	0.0428	-0.0508	-0.1167
O	-8.0427	11.5176	27.8713	-0.0308	-0.0562	-0.0807
O	-9.2837	2.2147	23.1794	0.015	0.032	0.0789
O	16.5077	-6.9949	30.0642	0.0465	-0.0922	-0.0932
O	9.1727	1.6734	35.8348	0.0287	-0.0494	-0.0994
O	8.8862	-13.6058	34.9523	0.062	-0.0354	-0.1622
O	5.2665	-16.5971	34.8063	-0.0452	0.0183	-0.1645
O	4.5966	-19.1196	27.9211	0.0128	0.0048	-0.0855

Results
free energy: -154109.126 eV
free energy less fixed offsets of N -386.36, O -570.45, Si -639.56 eV per atom: 0.654 eV

The program warned: the cutoff lies below the one the program advises for these potential files; the forces do not sum to zero within the program's tolerance; empty levels may hold ghost states of the PAW files; the exchange-correlation potential is rough where the density is thin.
